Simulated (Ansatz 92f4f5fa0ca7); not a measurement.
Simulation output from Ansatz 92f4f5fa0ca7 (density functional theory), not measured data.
Periodic cell of 208 atoms, Si128O80, from a study of silicon, its oxide and their interface. The atomic structure is a simulated model.

Settings
functional: r2SCAN
potential files: Ansatz PAW
basis: plane waves
wave-function cutoff: 800 eV
density cutoff ratio: 5
exchange-correlation grid ratio: 1
k mesh: 1 x 1 x 1, shifted by 0.5 0.5 0 of a step
self-consistency stop: 1e-10 eV per atom in the density residual
occupations: fixed
spin: none
net charge: 0

Cell vectors (angstrom)
a  10.88  0  0
b  0  10.88  0
c  -3.613  4.7851  30.8832

Atoms and the computed forces on them: element, x, y, z (angstrom), force x, y, z (eV/angstrom)
Si  0.4367  3.5564  0.1391  0.0151  -0.0171  0.1022
Si  3.282  6.3208  0.0838  0.024  -0.0232  0.1104
Si  -0.5215  -0.7881  0.1907  -0.0627  0.0391  0.2211
Si  -8.714  1.8957  0.1256  -0.0419  0.0466  0.1517
Si  -5.8836  4.5898  -0.0408  -0.0086  0.0433  0.136
Si  -3.2726  7.404  0.13  -0.0354  -0.0019  0.1559
Si  -5.0036  -1.7854  0.2325  -0.0104  -0.0231  0.1189
Si  -2.2589  0.8429  0.3085  0.0532  -0.0108  0.1692
Si  -1.3027  2.6594  1.4384  -0.0248  -0.0101  -0.039
Si  1.4434  5.3837  1.2759  -0.0096  0.0089  -0.0462
Si  -1.4321  -2.6264  1.3615  0.0146  0.0428  -0.094
Si  1.3049  0.0825  1.3801  -0.0169  -0.0327  -0.0697
Si  -6.8599  2.8408  1.2836  0.0249  0.0405  -0.0923
Si  -4.1578  5.5338  1.3014  -0.0296  0.002  -0.0725
Si  4.1568  8.0528  1.4415  0.0061  0.0019  -0.0057
Si  -4.0391  -0.0664  1.498  -0.009  0.0333  -0.066
Si  -2.748  4.1089  2.6  -0.0008  0.0217  0.0695
Si  0.019  6.8094  2.5656  0.0108  -0.0548  0.0468
Si  -2.7026  -1.3705  2.9049  -0.0158  0.0064  -0.0001
Si  0.0005  1.3478  2.884  -0.0038  0.0135  -0.0214
Si  2.7309  4.1102  2.7983  -0.0429  -0.0131  -0.0771
Si  5.4576  6.7593  2.8762  0.0065  0.0291  -0.0703
Si  2.7114  9.5098  2.6225  0.0325  -0.007  0.0553
Si  -5.4745  1.4165  2.6196  -0.0154  -0.0095  0.0358
Si  -4.0909  2.7437  4.0204  0.0127  0.0002  0.0285
Si  -1.3452  5.4474  3.9608  0.0036  0.0071  0.0243
Si  -4.0707  8.1352  4.1796  0.0311  0.0024  0.0569
Si  -1.351  -0.0026  4.225  0.0186  -0.0115  0.0686
Si  1.3759  2.7427  4.1339  -0.039  -0.047  0.04
Si  4.0775  5.4256  4.194  0.027  -0.0031  0.0184
Si  1.3584  8.1514  4.016  -0.0125  0.03  0.025
Si  4.0722  0.012  3.9858  0.001  -0.0181  0.0162
Si  -2.7559  1.4005  5.4765  -0.0063  -0.0026  -0.0099
Si  -0.0282  4.1066  5.4108  -0.0274  0.0177  0.0002
Si  -2.6605  6.7637  5.4174  0.0131  0.0104  -0.0076
Si  0.0393  9.4805  5.4837  -0.0218  0.0054  -0.012
Si  2.7406  1.3425  5.4059  -0.01  -0.0088  -0.0034
Si  5.4637  4.0512  5.4837  -0.002  -0.0023  -0.0022
Si  2.7002  6.8291  5.4723  -0.0273  0.0136  -0.0023
Si  -5.4614  -1.3259  5.4156  -0.0079  0.0372  0.0172
Si  -1.3664  2.7653  6.819  -0.008  -0.0541  -0.0044
Si  1.3184  5.4386  6.7985  0.0486  0.0034  0.0164
Si  -1.3529  8.1154  6.8102  0.0172  0.0446  0.0074
Si  1.398  0.0168  6.7957  -0.0273  -0.0116  -0.0022
Si  4.0725  2.668  6.7971  -0.001  0.0386  -0.0013
Si  -4.0181  5.4426  6.7887  -0.0514  0.0069  0.0025
Si  -6.7976  -2.6619  6.8116  0.0087  -0.0461  -0.0064
Si  -4.1133  -0.0026  6.8152  0.0281  -0.0047  0.0078
Si  -2.7042  4.1194  8.2052  0.0024  0.0033  0.0057
Si  -0.0246  6.7711  8.188  -0.0012  0.0028  -0.0093
Si  -2.7299  9.4844  8.152  0.0007  0.0009  0.0233
Si  0.0123  1.3674  8.1501  -0.0052  0.0089  -0.0006
Si  2.6879  4.039  8.127  0.0181  -0.0172  -0.0125
Si  -5.367  6.8457  8.1159  0.014  0.0053  0.005
Si  2.7416  -1.2977  8.1882  0.016  0.0166  0.0129
Si  5.3937  1.3235  8.1817  -0.0016  -0.0028  0.0076
Si  -4.1218  2.7239  9.4408  -0.0015  -0.0478  -0.0406
Si  -1.3627  5.4611  9.6301  0.0152  -0.0172  -0.0186
Si  -4.0482  8.1584  9.6169  -0.0125  0.0232  -0.0333
Si  -1.3496  -0.0311  9.4682  -0.0437  -0.0014  -0.0314
Si  1.3472  2.7041  9.5811  0.0047  0.0282  -0.0214
Si  4.124  5.4352  9.3461  -0.0338  0.0094  -0.0364
Si  1.3464  8.1895  9.4311  0.0046  -0.0468  -0.0254
Si  4.0795  0.0103  9.6445  0.0362  -0.0002  -0.0329
Si  -2.7624  1.3506  10.7246  -0.0053  -0.0076  0.0366
Si  0.0032  4.0822  10.9674  -0.0112  0.0179  -0.086
Si  -2.6878  6.8176  11.0635  0.0243  -0.0124  -0.0263
Si  0.0021  -1.4039  10.8478  0.003  0.0468  0.0225
Si  2.6952  1.3718  11.0183  0.0042  -0.0167  -0.0411
Si  -5.4772  4.0946  10.7615  0.0229  -0.0132  -0.0012
Si  2.804  6.8424  10.6213  -0.0038  -0.0098  0.0571
Si  -5.4148  9.5214  11.0043  -0.01  0.0208  -0.0633
Si  -1.4636  2.6462  12.1675  0.0215  -0.0229  0.0143
Si  1.5127  5.5678  12.0422  -0.0064  0.0252  -0.0011
Si  -1.273  8.2149  12.429  0.0048  0.0466  0.0726
Si  1.3473  -0.1176  12.2889  -0.0302  -0.0101  0.0416
Si  -6.8232  2.8621  12.2673  0.0192  0.0068  0.0745
Si  -4.1342  5.3439  12.235  -0.0004  0.0265  0.0744
Si  4.0461  8.0615  12.1924  -0.0004  -0.0281  0.0523
Si  -4.0459  0.1007  12.2678  -0.0092  0.0284  0.0439
Si  -3.2956  3.4917  13.4312  -0.0207  -0.0104  -0.1482
Si  0.623  7.1746  13.4992  0.0074  0.0348  -0.1478
Si  -2.2317  -0.7585  13.5382  0.073  0.0223  -0.1361
Si  -0.4997  0.8714  13.3446  -0.0191  -0.0385  -0.0866
Si  1.9928  6.6315  -8.3836  0.0061  -0.0425  0.0297
Si  -5.8593  6.3164  13.4756  0.0591  0.0188  -0.084
Si  2.3796  -1.8612  13.5688  0.0637  0.0882  -0.1526
Si  -5.0821  1.8852  13.4622  0.0088  0.0072  -0.0714
Si  -7.6851  4.7355  13.4697  0.0063  -0.041  -0.1339
Si  -5.2523  3.6664  -2.1771  -0.026  0.0235  0.1092
Si  3.5188  2.0947  18.2075  -0.0148  -0.0243  -0.1152
Si  -6.3365  4.3571  -4.9732  -0.0419  -0.0193  0.1711
Si  1.8381  5.1882  -3.9232  0.0053  -0.0071  0.1493
Si  3.6751  -1.3378  15.5305  -0.0754  0.0018  -0.1121
Si  -0.1537  1.9112  15.357  -0.0761  -0.0068  -0.1225
Si  1.5458  0.1041  17.3024  0.0382  -0.0432  -0.1073
Si  3.0276  7.3835  -1.9677  0.0653  -0.0595  0.179
Si  -5.2888  7.1274  15.6055  -0.0417  -0.0611  -0.0965
Si  -2.0251  6.7071  -5.5143  0.0226  0.0238  0.1696
Si  -3.6136  -0.5974  -8.4754  -0.0354  0.0261  -0.0223
Si  -0.3276  3.887  -2.0515  0.0258  -0.0561  0.1679
Si  -1.826  -1.9275  20.7992  -0.0039  -0.0511  -0.0838
Si  -5.7127  -1.4041  -1.9526  0.0454  -0.0193  0.1095
Si  1.2318  2.485  -7.4843  0.0381  0.0352  0.032
Si  -5.5343  1.3158  15.7261  0.0728  0.06  -0.1147
Si  -5.1956  6.3239  18.4038  0.0066  0.0103  -0.1577
Si  -2.5579  4.6785  18.872  -0.0062  0.0155  -0.1744
Si  -0.8048  -1.4617  -4.9517  -0.0381  -0.0297  0.1314
Si  -6.1709  6.9345  -6.8385  0.0229  -0.0246  0.068
Si  -3.1631  2.7581  21.281  -0.001  0.0301  -0.0766
Si  -5.5436  0.8627  20.3718  -0.0403  0.031  -0.1041
Si  -3.48  -0.4221  -3.9464  -0.03  -0.0081  0.1437
Si  -1.8165  6.5918  -2.4767  -0.0602  0.0327  0.1562
Si  -2.688  2.075  -2.4983  -0.0024  0.0054  0.1754
Si  3.0476  4.8359  19.3721  -0.0038  0.0035  -0.1262
Si  0.2311  5.2065  -6.3719  0.037  -0.0027  0.114
Si  -4.3629  -1.6075  18.9979  0.0652  -0.0441  -0.1158
Si  0.4068  -2.0378  -2.4297  -0.0285  0.0357  0.1991
Si  -3.5808  7.2305  -8.0263  -0.0104  -0.0215  0.0206
Si  -5.5161  -0.8868  -6.2676  0.0036  0.0478  0.0933
Si  -0.8271  0.1001  -7.6132  0.0162  0.0129  0.0647
Si  -0.3766  -2.2565  18.0661  0.0378  -0.0015  -0.1026
Si  -2.8746  2.7636  16.3402  0.0305  -0.0058  -0.1764
Si  3.5914  1.2735  -2.5184  -0.0591  0.0496  0.1656
Si  -2.9311  -1.8337  16.3483  0.0149  0.0944  -0.1295
Si  3.6113  1.6238  -5.543  -0.0249  0.0482  0.1418
Si  0.4043  5.7885  18.2837  0.034  0.0015  -0.1418
Si  0.9735  4.8072  15.4335  0.0203  0.0245  -0.0807
O  -1.4887  1.933  16.2826  -0.0363  -0.0001  0.0983
O  -5.9594  -0.2607  15.5233  -0.0376  -0.0347  0.0002
O  2.6212  -0.9072  16.664  -0.0153  0.0106  0.101
O  -5.1661  6.8983  -8.1264  -0.0058  0.0079  -0.0285
O  -1.3653  5.1257  -2.0071  0.0109  -0.0096  -0.0349
O  -2.7515  1.0947  -1.2268  -0.0278  -0.0198  -0.135
O  -2.0601  -1.1743  -3.9722  0.0229  -0.0157  -0.0423
O  -1.279  -0.4911  21.3018  0.021  0.0388  0.0034
O  -1.0328  7.9841  -5.669  0.011  -0.0029  -0.0693
O  3.0529  1.5226  -4.0157  -0.01  0.0105  -0.1105
O  -5.1572  7.9056  18.7145  -0.0048  0.0436  0.0523
O  -2.8369  3.7528  17.5903  0.003  0.0595  0.1341
O  -3.3204  -1.8171  20.2078  -0.0038  0.0108  0.0623
O  3.1976  6.7247  -7.3337  -0.0156  0.0017  -0.0169
O  0.3592  6.1962  14.8217  -0.0318  -0.08  0.0452
O  0.9275  5.8513  -5.0602  -0.035  0.0285  -0.0984
O  -0.4735  7.4854  -2.4146  0.0083  0.0175  -0.0593
O  -2.5862  -0.8079  15.1512  -0.0176  -0.0715  0.1097
O  -5.0331  -0.4001  -7.7314  0.0053  0.0093  -0.0394
O  -2.9484  7.1228  -1.4615  0.0494  -0.0264  -0.0897
O  0.9999  1.1488  16.197  0.0181  0.0073  0.0425
O  -6.445  8.0826  -2.4107  0.0025  0.0175  -0.0432
O  -3.6644  3.3362  -2.2211  0.0374  0.0107  -0.0447
O  0.4755  -1.4915  -3.9541  0.0095  0.0185  -0.0726
O  0.5802  3.657  -6.5826  -0.0197  -0.036  -0.0253
O  -1.118  5.4458  18.7746  -0.025  -0.001  0.0623
O  -6.6619  1.9215  16.7446  -0.0415  -0.0049  0.0729
O  1.5765  5.5209  19.3706  0.0027  0.0066  0.0439
O  -3.8492  7.8976  15.6677  -0.0001  -0.0559  0.0142
O  -3.6806  -1.133  17.6003  -0.0322  0.0107  0.0669
O  -2.3971  0.3606  -7.9685  0.0088  0.0098  0.0097
O  -6.6452  0.1583  -5.8126  0.014  -0.0394  -0.0457
O  -1.9025  2.0177  21.9558  0.0122  0.0243  -0.007
O  0.2311  3.449  14.9459  0.0326  -0.0199  0.0037
O  -0.8869  -2.3939  19.5855  -0.0186  0.0104  0.0912
O  -2.446  6.5597  -3.9641  -0.0401  -0.032  -0.1185
O  -1.1736  2.6352  -2.6819  -0.0034  -0.0214  -0.0828
O  2.5845  6.3386  -3.1034  -0.0246  -0.0324  -0.147
O  -1.7975  7.8878  22.017  0.0024  -0.0033  0.0139
O  0.0783  1.4143  -7.8515  -0.0285  -0.0296  -0.0204
O  -6.1722  2.8599  -5.6386  0.021  -0.0306  -0.0679
O  -1.5515  -2.4109  16.9599  0.0276  -0.035  0.0321
O  0.9515  4.2204  -2.9895  0.0333  -0.0012  -0.0802
O  -6.5874  5.7923  18.9991  -0.0289  -0.0021  0.0471
O  -4.0971  1.6908  16.4288  -0.0506  -0.0177  0.0535
O  -6.7875  -0.232  -2.2591  0.0047  -0.0545  -0.0411
O  -6.0189  -2.4415  -6.1932  -0.0089  -0.028  -0.007
O  -6.0322  2.2435  -2.2161  -0.0119  -0.0369  -0.0666
O  -4.1482  1.5992  20.7215  0.0219  -0.0115  0.0292
O  -5.5718  4.4838  -3.5459  -0.0021  0.0451  -0.1095
O  1.8859  -2.3453  -1.8682  -0.0046  0.0234  -0.048
O  -0.2573  -0.9671  -1.4243  0.0259  -0.0108  -0.1787
O  2.9552  4.3391  -4.6872  0.0108  -0.0326  -0.0669
O  -6.3398  0.3821  21.7104  0.0028  -0.0362  0.0139
O  -2.9898  3.7281  15.0351  0.0005  -0.0092  0.0917
O  2.4261  1.8279  -6.6201  -0.0437  0.0045  -0.0429
O  0.6619  6.0624  -7.6607  -0.0106  0.0405  -0.0371
O  -3.2219  1.1709  -3.7341  -0.0058  -0.0215  -0.1088
O  -3.2953  6.88  -6.4729  -0.0414  -0.0018  -0.0381
O  0.3723  -0.8304  17.8972  -0.0302  0.0196  0.0579
O  -2.5466  3.7158  20.1513  0.0063  -0.0542  0.0842
O  2.3997  1.5816  -1.4753  0.0518  -0.0457  -0.0952
O  3.3596  4.3559  20.857  0.015  -0.0313  0.0815
O  0.5682  7.3388  17.8408  -0.0144  -0.0023  0.0221
O  -0.6512  -0.3138  -6.0577  0.0108  0.0437  -0.0692
O  -3.1576  -2.1116  -8.201  0.0309  -0.001  -0.0006
O  -5.2357  6.0304  16.8021  0.0142  -0.0342  0.1041
O  2.9854  3.6056  18.3263  -0.0008  0.0002  0.0347
O  -3.8242  5.692  19.0088  0.023  -0.0066  0.0524
O  2.5369  4.6414  14.9945  -0.0261  0.0257  0.0874
O  2.3099  1.0202  18.3926  0.0101  0.0176  0.0576
O  -6.3642  1.9044  19.4573  0.0513  -0.0087  0.0925
O  -4.3706  -1.0957  -2.7895  0.0757  0.0256  -0.1061
O  -5.9015  5.6525  -5.8515  0.0406  0.0674  -0.075
O  -5.3627  -0.4492  19.4609  -0.0346  0.0145  0.0275
O  -4.2095  -0.7009  -5.3424  -0.0042  -0.0085  -0.089
O  0.7507  4.8585  17.0151  -0.0072  0.0326  0.1145
O  -0.3199  -1.1139  -8.5344  -0.0023  -0.016  0.0112
O  -1.3384  5.3587  -6.0793  -0.0177  -0.0181  -0.049
O  -6.5191  8.1395  15.9568  0.0423  0.0074  0.0869

Results
free energy: -127505.923 eV
free energy less fixed offsets of O -570.45, Si -639.56 eV per atom: -6.243 eV

The program warned: the cutoff lies below the one the program advises for these potential files; the forces do not sum to zero within the program's tolerance; empty levels may hold ghost states of the PAW files; the exchange-correlation potential is rough where the density is thin.
